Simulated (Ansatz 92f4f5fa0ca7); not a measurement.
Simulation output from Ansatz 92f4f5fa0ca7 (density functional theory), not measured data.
Periodic cell of 442 atoms, Si288O154, from a study of silicon, its oxide and their interface. The atomic structure is a simulated model.
Doubt: the cutoff is far below the 930 eV that the study's wrapper takes by default for these files, so forces and energies are approximate.
This geometry differs little from another in the collection (a relaxation step or a small displacement).

Settings: functional PBE; potential files Ansatz PAW; basis plane waves; wave-function cutoff 580 eV; density cutoff ratio 5; exchange-correlation grid ratio 1; k mesh 1 x 1 x 1, Gamma-centred; self-consistency stop 5e-08 eV per atom in the density residual; occupations fixed; spin none; net charge 0.

Cell vectors (angstrom)
a 15.4687 0 0
b 0 15.4687 0
c 1.9412 -0.3715 33.6863

Atoms: element, x, y, z (angstrom)
Si 1.5609 -0.9417 24.5117
Si 1.9239 3.7873 24.7677
Si 1.9321 6.9525 24.7668
Si 1.8817 -4.0241 25.0337
Si 5.9811 -0.6385 24.8268
Si 5.7628 3.7516 24.9311
Si 5.7931 6.8816 24.9087
Si 5.797 -3.8072 24.821
Si 9.7548 -0.7105 24.8247
Si 9.6249 3.8383 24.8301
Si 9.6608 6.9757 24.8788
Si 9.6626 -3.8366 24.9465
Si -1.8445 -0.8341 24.7349
Si -2.0273 4.344 24.6212
Si -1.9773 6.813 24.875
Si -1.9191 -3.9512 25.021
Si 4.0495 -0.3029 26.1153
Si 3.8042 3.5219 26.1979
Si 3.8356 7.2906 26.154
Si 3.9019 -4.1996 26.1912
Si 7.8524 -0.3992 26.1997
Si 7.7316 3.5263 26.2105
Si 7.7288 7.2842 26.1999
Si 7.7038 -4.1714 26.1907
Si 11.6998 -0.3892 26.0705
Si 11.6409 3.5867 26.0407
Si 11.5999 7.309 26.1904
Si 11.5828 -4.1741 26.2577
Si -0.0289 -0.4844 26.1742
Si -0.1138 3.5525 25.9483
Si -0.0136 7.2963 26.1103
Si -0.0188 -4.2121 26.3599
Si 3.9003 1.5792 27.5301
Si 3.8232 5.4233 27.5918
Si 3.8919 9.277 27.4833
Si 3.8664 -2.2501 27.5225
Si 7.7793 1.5645 27.5194
Si 7.7341 5.4139 27.6225
Si 7.7253 9.2928 27.4837
Si 7.7535 -2.2918 27.6095
Si 11.6703 1.5958 27.3965
Si 11.5923 5.4069 27.5757
Si 11.5957 9.2897 27.5139
Si 11.6307 -2.2427 27.5843
Si -0.0128 1.5832 27.3719
Si -0.0132 5.3823 27.5057
Si -0.0043 9.2292 27.5298
Si 0.0098 -2.2915 27.6742
Si 1.9162 1.566 28.8396
Si 1.8956 5.4196 28.9203
Si 1.9521 9.2854 28.8749
Si 1.9731 -2.2925 28.9393
Si 5.8369 1.5642 28.8953
Si 5.7772 5.4271 28.9277
Si 5.8074 9.287 28.8809
Si 5.7934 -2.2866 28.9121
Si 9.7365 1.5672 28.8506
Si 9.6747 5.4214 28.9416
Si 9.6588 9.293 28.8773
Si 9.6925 -2.295 28.9339
Si -1.9027 1.5627 28.8395
Si -1.9267 5.4214 28.9049
Si 13.5307 9.2828 28.8937
Si -1.9367 -2.2944 28.9597
Si 1.9412 -0.3715 30.2675
Si 1.9412 3.4957 30.2675
Si 1.9412 7.3628 30.2675
Si 1.9412 11.23 30.2675
Si 5.8083 -0.3715 30.2675
Si 5.8083 3.4957 30.2675
Si 5.8083 7.3628 30.2675
Si 5.8083 11.23 30.2675
Si 9.6755 -0.3715 30.2675
Si 9.6755 3.4957 30.2675
Si 9.6755 7.3628 30.2675
Si 9.6755 -4.2387 30.2675
Si -1.926 -0.3715 30.2675
Si -1.926 3.4957 30.2675
Si 13.5427 7.3628 30.2675
Si 13.5427 11.23 30.2675
Si 1.9336 0 3.4175
Si 1.9336 3.8672 3.4175
Si 1.9336 7.7343 3.4175
Si 1.9336 11.6015 3.4175
Si 5.8008 0 3.4175
Si 5.8008 3.8672 3.4175
Si 5.8008 7.7343 3.4175
Si 5.8008 11.6015 3.4175
Si 9.6679 0 3.4175
Si 9.6679 3.8672 3.4175
Si 9.6679 7.7343 3.4175
Si 9.6679 -3.8672 3.4175
Si -1.9336 0 3.4175
Si -1.9336 3.8672 3.4175
Si -1.9336 7.7343 3.4175
Si -1.9336 11.6015 3.4175
Si 1.9787 1.9113 4.8312
Si 1.9154 5.8089 4.707
Si 1.9051 9.6773 4.788
Si 1.9486 -1.9351 4.7657
Si 5.8494 1.9181 4.8679
Si 5.8141 5.7999 4.7089
Si 5.8118 9.67 4.7913
Si 5.8212 -1.9329 4.7581
Si 9.6228 1.9125 4.8777
Si 9.6595 5.797 4.7402
Si 9.6698 9.6719 4.7872
Si 9.6508 -1.9192 4.7661
Si -1.9822 1.9281 4.8393
Si -1.9523 5.8074 4.7242
Si -1.9258 9.6667 4.8017
Si -1.8929 -1.9278 4.7486
Si 0.0021 1.9244 6.1454
Si -0.0166 5.898 6.0237
Si -0.008 9.6917 6.2054
Si 0.029 -1.9372 6.1316
Si 3.9354 1.8507 6.2594
Si 3.8648 5.7613 5.979
Si 3.8496 9.681 6.1144
Si 3.8964 -1.9519 6.0993
Si 7.7262 1.8625 6.4022
Si 7.7196 5.8013 6.0684
Si 7.7496 9.6801 6.1741
Si 7.7194 -1.9321 6.1621
Si -3.9328 1.9296 6.2892
Si -3.8751 5.756 6.0702
Si -3.8681 9.6558 6.1549
Si -3.843 -1.8882 6.0405
Si 0.045 -0.0204 7.5246
Si -0.0199 3.973 7.3119
Si -0.0446 7.7349 7.5374
Si 0.0085 -3.8335 7.5704
Si 3.9897 -0.1654 7.6457
Si 3.8923 3.913 7.4285
Si 3.817 7.6733 7.3102
Si 3.9104 -3.8559 7.4821
Si 7.6698 -0.2184 7.8354
Si 7.7547 3.99 7.5759
Si 7.7315 7.7111 7.4629
Si 7.7299 -3.8495 7.5372
Si -3.9096 -0.0918 7.5844
Si -3.9527 3.9473 7.6063
Si -3.9168 7.6577 7.4371
Si -3.8714 -3.7975 7.3871
Si 1.9974 -0.3763 8.8597
Si 1.9033 4.2562 8.6123
Si 1.9704 7.3542 8.7154
Si 2.0057 -3.5147 8.8257
Si 5.7051 -1.0758 9.1661
Si 5.7593 4.4244 8.774
Si 5.7054 7.5482 8.6475
Si 5.7937 -3.5448 8.8807
Si -5.7658 -0.9127 8.8814
Si -5.851 4.7122 8.8882
Si -5.8197 7.2504 8.7637
Si -5.7372 -3.4322 8.749
Si -1.8986 -0.3585 8.826
Si -1.8814 4.2539 8.7014
Si -2.0308 7.3642 8.8041
Si -2.0042 -3.4917 8.7874
Si 6.0988 -5.3806 10.4664
Si 6.1166 1.1011 23.1544
Si 3.8748 -0.3715 31.6348
Si 3.8748 3.4957 31.6348
Si 3.8748 7.3628 31.6348
Si 3.8748 11.23 31.6348
Si 7.7419 -0.3715 31.6348
Si 7.7419 3.4957 31.6348
Si 7.7419 7.3628 31.6348
Si 7.7419 -4.2387 31.6348
Si -3.8596 -0.3715 31.6348
Si -3.8596 3.4957 31.6348
Si 11.6091 7.3628 31.6348
Si 11.6091 11.23 31.6348
Si 0.0076 -0.3715 31.6348
Si 0.0076 3.4957 31.6348
Si 0.0076 7.3628 31.6348
Si 0.0076 -4.2387 31.6348
Si 3.8748 1.5621 33.002
Si 3.8748 5.4293 33.002
Si 3.8748 9.2964 33.002
Si 3.8748 -2.3051 33.002
Si 7.7419 1.5621 33.002
Si 7.7419 5.4293 33.002
Si 7.7419 -6.1722 33.002
Si 7.7419 -2.3051 33.002
Si -3.8596 1.5621 33.002
Si 11.6091 5.4293 33.002
Si 11.6091 9.2964 33.002
Si -3.8596 -2.3051 33.002
Si 0.0076 1.5621 33.002
Si 0.0076 5.4293 33.002
Si 0.0076 -6.1722 33.002
Si 0.0076 -2.3051 33.002
Si 0 1.9336 0.683
Si 0 5.8008 0.683
Si 0 9.6679 0.683
Si 0 -1.9336 0.683
Si 3.8672 1.9336 0.683
Si 3.8672 5.8008 0.683
Si 3.8672 9.6679 0.683
Si 3.8672 -1.9336 0.683
Si 7.7343 1.9336 0.683
Si 7.7343 5.8008 0.683
Si 7.7343 -5.8008 0.683
Si 7.7343 -1.9336 0.683
Si -3.8672 1.9336 0.683
Si 11.6015 5.8008 0.683
Si 11.6015 9.6679 0.683
Si -3.8672 -1.9336 0.683
Si 0 0 2.0503
Si 0 3.8672 2.0503
Si 0 7.7343 2.0503
Si 0 11.6015 2.0503
Si 3.8672 0 2.0503
Si 3.8672 3.8672 2.0503
Si 3.8672 7.7343 2.0503
Si 3.8672 11.6015 2.0503
Si 7.7343 0 2.0503
Si 7.7343 3.8672 2.0503
Si 7.7343 7.7343 2.0503
Si 7.7343 -3.8672 2.0503
Si -3.8672 0 2.0503
Si -3.8672 3.8672 2.0503
Si 11.6015 7.7343 2.0503
Si 11.6015 11.6015 2.0503
Si 4.4897 5.8883 15.7676
Si 2.5266 9.4129 13.6369
Si 1.5232 9.6123 10.7174
Si 5.4207 1.2952 18.0055
Si 6.4019 3.6155 11.6181
Si 9.4344 3.7951 11.0782
Si 7.742 -0.3972 13.9893
Si 9.016 8.381 16.4744
Si 6.627 6.1877 13.4028
Si 9.2895 -5.7662 10.7493
Si -3.8445 2.081 12.4951
Si -2.7988 -1.313 15.9463
Si 11.5052 -1.0676 18.8107
Si -2.5486 -5.1327 13.5947
Si 3.6914 -3.0482 14.1519
Si 1.7469 1.9967 10.9115
Si 1.9466 -1.8358 16.4392
Si -0.9727 5.3858 15.5017
Si 2.2298 -5.9656 19.7813
Si 5.4409 9.0253 13.2377
Si 3.6078 2.9815 16.0638
Si 0.4146 -3.841 18.1892
Si 0.3224 4.2225 19.8927
Si 4.0607 1.9981 13.0178
Si 11.0966 1.8344 20.1372
Si -0.4419 0.1434 16.7336
Si -5.4325 -0.4117 12.0178
Si -1.5736 9.6628 10.7529
Si -5.7791 5.8564 13.4873
Si 1.5251 7.0602 15.4369
Si -4.2478 -2.6716 13.6044
Si -1.9185 -4.2499 16.3879
Si 4.145 0.887 20.6648
Si -1.3186 1.9684 10.9166
Si 8.8738 -3.0894 15.2421
Si 4.2139 -1.2664 18.5878
Si 0.553 3.0797 17.0944
Si 8.0855 0.9145 16.7289
Si 0.6263 7.1082 18.5544
Si 8.7932 -1.9743 18.0387
Si 10.2362 3.074 17.3454
Si 6.143 -4.3965 15.4328
Si 6.4736 7.3522 17.7224
Si 11.3982 -5.7997 17.777
Si 5.0108 -0.9183 12.4095
Si 9.0094 5.7864 17.9354
Si -2.2561 7.0799 17.7435
Si -1.0619 -1.362 19.4661
Si 1.5989 2.4489 21.9031
Si 6.1186 9.2447 22.769
Si 1.4405 9.2246 22.7226
Si 6.1943 -3.614 18.5169
Si -3.689 4.0308 14.9091
Si 5.2844 -6.1221 19.8318
Si 11.5171 9.1323 20.7048
Si 9.2155 1.51 22.6628
Si 9.2727 -6.148 22.7825
Si 11.3968 6.0541 19.8357
Si -5.2673 8.8206 13.5936
Si -0.2871 0.0809 22.2721
Si -2.5066 3.9144 21.3915
Si -1.6794 9.1352 22.8231
O 2.9269 -0.1154 24.8795
O 2.1226 0.5661 10.2137
O 4.8249 -2.7565 18.7606
O 5.6116 -5.3168 12.0444
O 1.9408 5.7872 9.2481
O -4.0564 2.7789 13.9371
O 2.2064 8.2973 10.0494
O 1.9513 -1.9528 9.3865
O 5.724 6.0112 9.2785
O 2.7209 -2.0818 15.0315
O 5.67 3.5363 10.1613
O 5.4813 8.7043 9.8161
O -4.8114 5.1801 14.6046
O 6.361 -0.9253 13.3265
O 5.7501 9.6579 14.718
O 11.5456 3.4851 16.4412
O 2.0645 3.1761 16.519
O -5.4867 -4.4376 10.0772
O -1.7789 0.5873 10.173
O 2.7951 2.4079 12.0789
O 2.9898 6.3405 15.3017
O -1.9374 5.7935 9.326
O -2.2327 -4.467 10.1027
O 0.8172 -0.7079 16.1614
O 1.5818 9.513 12.3233
O 7.7083 -5.5796 10.4755
O 1.3633 -4.7961 19.0763
O -3.7821 9.351 13.9767
O 11.5887 7.5458 20.4178
O 9.6831 5.0305 12.1007
O 5.5083 2.6549 12.5904
O 5.4051 -0.8144 10.808
O 9.2129 -2.9781 16.8228
O 2.0394 2.8141 23.4357
O 5.3751 -0.3384 17.9096
O -1.6268 -4.9611 14.9386
O 0.4785 3.0918 18.7227
O -0.8015 -4.6973 17.4917
O -2.2443 8.3003 10.1561
O -1.688 9.6895 12.3732
O 0.214 1.8925 11.4617
O -1.7926 6.5347 16.2975
O 0.1735 1.6126 21.8981
O 9.2389 8.806 14.9166
O 5.9534 8.0824 19.0675
O 5.0938 0.6824 21.9623
O 9.1571 4.2942 17.3263
O -4.1873 0.4992 12.5153
O -0.121 1.7107 16.5851
O 5.7843 7.9211 23.6438
O 9.8228 -6.0058 17.4005
O 0.7535 5.6366 19.2267
O 9.6917 7.9451 23.549
O 1.5534 8.0714 19.4521
O 9.4696 1.7774 16.7159
O -3.4279 -4.5956 16.8983
O -1.5547 3.2358 9.9364
O -3.6744 5.0056 21.0168
O -2.1709 3.9371 23.0002
O 3.8765 8.5566 13.2795
O -0.7769 -0.2532 18.2915
O 9.5751 6.8834 16.8465
O -2.6462 -5.9543 21.583
O -3.0613 5.9031 18.5502
O 1.0277 -0.5531 23.0109
O -5.7139 8.2667 10.0971
O 1.3497 3.846 21.0998
O -1.1835 4.2751 20.5117
O -0.1348 9.121 22.3217
O 7.5439 0.7134 15.182
O 9.5969 -5.7701 12.352
O 5.2384 9.0636 21.4243
O 5.0839 -3.2558 14.9709
O -3.0881 2.4432 20.954
O 2.2592 -5.813 21.3966
O -5.1397 7.2883 13.0896
O 7.6143 1.2692 22.504
O 9.8357 0.222 23.4615
O -5.2867 -3.6196 14.4408
O 1.7256 -5.0995 23.8215
O 2.2052 -4.4804 10.1624
O -3.2397 8.32 17.4331
O 5.4954 5.8431 14.4987
O 5.7107 -4.838 23.5338
O 10.7059 2.8142 18.8881
O 9.6377 5.4162 24.3091
O 9.8474 5.8722 19.3423
O 6.2111 -4.7985 19.6216
O 1.9277 -2.5246 24.368
O 9.69 -2.295 24.3323
O -1.5629 0.0294 23.3276
O -3.805 -0.9722 17.1833
O 1.959 5.3721 24.2745
O 1.9539 7.8062 23.3516
O 4.3983 4.3747 16.3476
O -1.8883 -5.1541 23.9137
O 5.7974 5.3128 24.3242
O 1.6831 8.5652 14.7686
O -0.9442 7.5671 18.5931
O -2.1476 4.5875 14.6514
O 8.6941 0.1302 12.7786
O 9.6699 -4.8521 23.6673
O 9.5498 2.8817 23.488
O 1.8228 3.2003 9.8436
O 8.5147 -1.6192 14.6972
O 6.43 5.16 12.1544
O 2.772 1.6177 21.1356
O -1.8907 -2.4475 24.2995
O 6.9366 1.7293 17.5804
O -5.6986 -0.3109 10.4242
O 2.9174 -1.2902 17.6203
O 5.8695 -2.234 24.2614
O -2.0547 7.6597 23.4326
O -2.2597 2.2255 12.2023
O 4.1633 0.3801 12.9016
O 0.2946 6.1642 14.743
O 6.1457 -4.3596 17.0596
O -3.07 -3.6635 13.0872
O 4.3116 1.8462 16.9684
O 11.48 0.3963 19.5037
O 1.1776 7.1772 17.0232
O 10.0988 -6.0107 21.4059
O 4.9773 1.7457 19.5242
O -0.0297 9.6412 10.2629
O 6.4089 7.7435 12.9225
O 8.3896 -0.5031 17.4696
O 11.5543 -5.441 19.3501
O 7.9622 3.1111 11.443
O 10.0718 -1.836 19.0646
O 7.5003 -2.6619 18.7625
O 3.6972 2.5139 14.5108
O -0.6717 -0.7323 20.9166
O 3.7713 -5.8947 19.2581
O 9.8461 1.6434 21.1693
O 3.7839 -0.5821 20.0169
O -1.8707 -2.6283 16.2409
O 7.4133 8.3731 16.8255
O 7.4192 6.0907 18.1768
O -0.3121 4.3317 16.5395
O 4.1067 -2.2616 12.7563
O -4.8158 2.7244 11.3337
O 8.138 6.004 14.0222
O 5.7074 2.5918 23.7459
O 7.6494 -4.0895 14.9195
O 5.1498 6.8714 16.8926
O -0.1514 -2.6838 19.1906
O 1.278 -3.2291 16.9485
O -3.6597 -1.5096 14.5886
O -1.9424 -1.933 9.3558
O -5.0251 -1.9585 12.3651
O -1.7468 -0.0878 15.7779
O 7.6996 9.3002 22.4106
O -2.646 -1.8161 19.4384
O 2.9422 -4.5036 13.9952

Results
free energy: -270675.363 eV
free energy less fixed offsets of O -568.88, Si -635.61 eV per atom: -12.163 eV

Forces (eV/angstrom), in the order of the atoms: element, x, y, z
Si 0.0061 0.0073 0.0015
Si 0.0034 -0.0229 0.0179
Si -0.0032 0.0294 0.0101
Si 0.0048 -0.0123 0.0131
Si -0.0091 0.0091 -0.0009
Si 0.0047 -0.0289 0.0139
Si -0.0054 0.0359 -0.0077
Si 0.0052 -0.0057 0.0255
Si -0.0049 0.024 0.0205
Si -0.0052 -0.0342 0.023
Si -0.0014 0.036 0.0108
Si -0.0022 -0.0321 0.0175
Si -0.0111 0.0226 0.017
Si -0.0006 0.0262 0.0304
Si 0.0062 -0.0336 0.0279
Si -0.0032 -0.0278 0.0141
Si 0.0078 -0.0052 0.0174
Si -0.0002 -0.0076 0.0073
Si 0.0014 0.0131 0.0089
Si -0.0015 -0.0047 0.0022
Si 0.0034 -0.0025 0.0093
Si -0.0016 -0.0069 -0.0018
Si 0.0027 0.0147 0.0103
Si -0.0005 -0.0069 -0.0012
Si -0.005 0.0035 -0.0003
Si -0.0081 0.002 -0.0009
Si -0.0097 0.0058 0.0101
Si 0.0028 -0.0103 0.0039
Si 0.0053 0.0122 -0.0028
Si 0.0216 0.0036 0.0001
Si 0.0062 0.0038 0.0146
Si -0.0018 -0.0026 0.0041
Si 0.0032 0.001 0.0042
Si 0.0024 -0.003 0.0167
Si 0.0027 -0.0023 0.005
Si 0.0025 -0.0007 0.0061
Si -0.0024 -0.0064 0.0091
Si -0.0033 -0.0042 0.0249
Si 0.001 -0.0004 0.0024
Si -0.0044 0.0111 0.0073
Si 0.0067 -0.0006 0.0124
Si 0.0043 -0.0031 0.006
Si 0.004 0.002 0.0014
Si 0.0041 0.0037 0.0185
Si -0.0063 -0.0038 0.0068
Si -0.0066 -0.0057 0.004
Si -0.0054 -0.0042 -0.0006
Si 0.0006 -0.006 0.0214
Si 0.0063 0.0026 -0.0003
Si 0.0027 0.0021 0.003
Si 0.0018 0.0009 0.0024
Si -0.0043 0.003 0.0047
Si -0.0029 0.0003 -0.0008
Si 0.0006 0.0022 0.0042
Si -0.0025 0.0009 0.0046
Si 0.0029 0.0003 0.008
Si -0.0029 0.0026 -0.0031
Si 0.0001 0.0018 0.0013
Si -0.0045 -0.0048 0.0038
Si -0.0044 0.0024 0.0028
Si -0.0018 -0.0009 -0.0005
Si 0.0007 0.0001 -0.0001
Si 0.0021 0.0011 0.0027
Si 0.0035 -0.0022 0.0033
Si -0.059 0.3 -0.0193
Si -0.117 -0.2126 -0.0964
Si -0.0588 0.0169 -0.0221
Si 0.0749 -0.1278 -0.0604
Si -0.0087 0.1169 0.0881
Si 0.0224 -0.0698 0.1001
Si -0.0139 0.0493 0.0515
Si -0.0677 -0.0163 -0.1332
Si 0.1073 0.2563 -0.0189
Si 0.115 -0.2365 0.0263
Si -0.017 0.106 0.0389
Si 0.0747 -0.1013 -0.0275
Si -0.0158 0.3417 0.05
Si 0.0636 -0.1621 -0.1639
Si -0.0472 -0.0761 0.0126
Si -0.0381 -0.1764 0.0761
Si 0.0635 0.0593 0.02
Si 0.0254 -0.3487 -0.0237
Si 0.0123 0.2995 -0.3047
Si -0.064 -0.015 -0.1041
Si 0.1613 0.1898 0.1338
Si 0.1635 -0.4235 0.0447
Si 0.0531 0.2385 -0.2505
Si 0.0895 -0.0659 -0.0841
Si -0.1405 0.2282 0.1335
Si -0.1975 -0.3787 0.1907
Si -0.0072 0.1268 -0.1272
Si -0.0474 0.0272 -0.0037
Si -0.0326 0.2117 0.0073
Si -0.0439 -0.2724 0.025
Si -0.0774 0.2256 -0.2098
Si 0.0462 -0.1043 -0.0367
Si -0.0038 0.001 0.0015
Si 0.0037 -0.0058 -0.0026
Si -0.0005 0.0011 0.001
Si 0.0026 -0.0017 0
Si -0.0035 -0.0044 0.0036
Si -0.0017 -0.0017 0.0006
Si -0.0069 0.0011 0.001
Si -0.0006 0.0005 0.0067
Si 0.0054 -0.0024 -0.0005
Si 0.0026 -0.001 0.0018
Si 0.0019 0.001 -0.0015
Si 0.0027 0.0038 0.0103
Si 0.0042 0.0007 0.0031
Si -0.0018 -0.0041 -0.0037
Si 0.0025 0.0016 0.0003
Si -0.0082 -0.0035 -0.0007
Si -0.0019 -0.0031 0.0002
Si -0.0031 0.0031 -0.0189
Si 0.0009 0.0034 -0.0065
Si 0.0023 0.005 -0.0209
Si 0.0035 -0.0004 -0.0009
Si 0.0071 0.0023 -0.0165
Si -0.001 0.0064 0.0033
Si 0.0025 -0.0045 -0.0014
Si -0.0009 0.012 0.0037
Si 0.003 -0.0028 -0.001
Si 0.0063 0.0026 0.0011
Si -0.0004 0.0018 0.0024
Si -0.004 0.0005 -0.0074
Si -0.0078 0.0028 -0.0014
Si -0.0059 0.0006 0.0052
Si -0.0014 0.0001 -0.0089
Si 0.0021 0.0071 -0.0037
Si 0.0055 -0.0145 -0.0081
Si -0.0027 0.0013 0.0085
Si -0.0016 -0.0098 -0.0052
Si -0.0107 0.0056 0.0045
Si -0.0059 -0.0164 -0.0035
Si -0.0055 0.0073 0.0075
Si 0.0007 -0.0004 0.0052
Si 0.0069 -0.0054 0.0009
Si -0.0012 -0.005 -0.0052
Si -0.0105 -0.0022 0.0051
Si -0.0113 0.0036 -0.0056
Si 0.0012 0.0004 0.0026
Si -0.0032 0.0006 0.0006
Si 0.0047 0.0019 0.0079
Si 0.0066 -0.0043 -0.0023
Si -0.0076 0.0434 -0.0153
Si -0.0014 -0.0306 0.0031
Si -0.0001 0.0454 -0.0171
Si -0.0004 -0.0354 -0.0131
Si -0.0058 0.0028 -0.0145
Si 0.0026 -0.0136 0.0066
Si 0.0133 0.0086 -0.0262
Si 0.0064 -0.0076 -0.0028
Si 0.0018 -0.0165 -0.0172
Si 0.0014 -0.0002 0.0055
Si -0.0005 -0.0071 -0.0211
Si -0.005 0.0204 -0.0144
Si 0.01 0.0375 -0.0003
Si 0.0047 -0.0341 0.0154
Si 0.0005 0.0433 -0.0309
Si 0.0016 -0.0275 -0.0075
Si 0.0038 0.0081 -0.0045
Si 0.0059 0.003 0.0034
Si 0.013 0.1572 -0.0036
Si 0.0217 -0.0956 -0.0121
Si 0.0186 0.0117 0.0013
Si -0.0046 -0.0856 0.0076
Si -0.03 0.0953 -0.0081
Si -0.0245 -0.07 -0.0009
Si 0.0001 0.0135 0.0031
Si 0.0059 0.0004 -0.0193
Si 0.0022 0.1039 0.0156
Si -0.0168 -0.0689 0.0055
Si 0.0168 0.0267 0.0129
Si 0.0002 -0.1061 0.0205
Si -0.006 0.0633 0.0023
Si 0.0045 -0.0843 0.004
Si 0.0063 0.0837 0.0077
Si -0.0142 -0.0352 -0.0042
Si -0.0123 -0.0083 0.026
Si -0.0001 -0.0131 -0.0069
Si -0.0137 0.0082 0.0174
Si -0.018 0.0128 -0.0138
Si -0.0017 0.0068 0.0192
Si 0.0348 -0.0002 -0.0057
Si 0.0001 -0.0041 0.006
Si 0.0232 -0.0067 -0.0127
Si -0.014 -0.0136 0.02
Si -0.0077 0.0006 -0.0073
Si 0.0067 0.0248 0.0106
Si 0.0101 0 -0.0164
Si 0.0059 -0.0047 0.0203
Si 0.001 -0.0379 -0.0049
Si -0.0049 0.0031 0.0168
Si -0.0054 0.0286 -0.007
Si 0.0068 0.004 -0.0279
Si 0.0081 0.0287 0.0266
Si 0.003 0.0043 -0.0148
Si -0.0234 -0.021 0.0133
Si -0.0053 0.0085 -0.0206
Si 0.0206 -0.0022 0.0097
Si 0.0134 -0.0192 -0.0246
Si 0.0192 0.0096 0.0076
Si 0.0057 0.0112 -0.0233
Si -0.0055 -0.0013 0.015
Si 0.0254 -0.0006 -0.0166
Si 0.0143 -0.0043 0.0053
Si 0.0008 -0.0045 -0.0155
Si -0.0273 0.0308 0.0132
Si -0.0316 -0.0149 -0.0161
Si -0.0196 -0.0167 0.0038
Si -0.0087 0.1544 0.0034
Si -0.0007 -0.2148 -0.0036
Si 0.0118 0.0419 -0.0171
Si 0.0046 -0.0267 -0.0216
Si -0.0301 0.0696 0.0155
Si -0.0155 -0.1028 0.016
Si -0.006 0.1142 -0.0197
Si -0.0096 -0.0541 -0.0011
Si -0.0048 0.0855 -0.0254
Si -0.0038 -0.1267 -0.0267
Si -0.01 0.0606 -0.0263
Si -0.0073 -0.0496 -0.0266
Si 0.0206 0.0388 0.0164
Si 0.0323 -0.1325 0.0158
Si 0.0182 0.114 -0.0194
Si -0.0045 0.0092 0.0043
Si -0.0026 -0.002 -0.0005
Si -0.0166 -0.0034 -0.0241
Si -0.0136 0.0018 -0.0153
Si 0.0007 0.0023 -0.002
Si -0.0135 0.0065 -0.0247
Si -0.0002 -0.0065 -0.0002
Si -0.0105 0.0069 -0.0067
Si -0.0106 -0.003 0.0026
Si -0.0043 0.0044 -0.0109
Si -0.0067 -0.0048 -0.012
Si 0.0152 -0.0101 -0.0145
Si 0.0061 0.008 0.0003
Si -0.0102 0.0003 0.0044
Si 0.0161 -0.0081 -0.0268
Si -0.0029 0.004 -0.0053
Si -0.0081 -0.0051 -0.0131
Si 0.0048 0.0086 0.0027
Si 0.0055 -0.0059 -0.0085
Si -0.002 0 0.0134
Si 0.0047 0.0078 -0.0175
Si -0.0021 -0.0009 0.0112
Si 0.0111 -0.0058 0.0024
Si -0.0023 0.0001 -0.0014
Si -0.0032 0.0025 -0.013
Si -0.0107 -0.001 0.0022
Si 0.0092 0.0085 -0.0062
Si 0.002 0.0057 -0.0202
Si 0.0111 -0.0015 -0.0211
Si 0 -0.0016 -0.0069
Si -0.0008 -0.0047 -0.0099
Si -0.0006 0.0014 -0.013
Si -0.0027 0.0016 -0.002
Si -0.004 -0.0014 0.0058
Si 0.0086 -0.0057 -0.0177
Si 0.0007 -0.0013 -0.0004
Si 0.0004 0.0016 -0.0017
Si 0.003 -0.0021 -0.0183
Si -0.0009 0.0012 0.0068
Si 0.0052 0.0064 -0.0052
Si -0.0058 0.004 0.0091
Si -0.0071 0.0035 -0.0013
Si 0.001 -0.0092 0.0011
Si 0.0009 -0.005 0.0046
Si -0.0031 0.0027 -0.0019
Si -0.0038 -0.0021 -0.0099
Si -0.0133 -0.002 -0.0027
Si 0.0016 0.0004 -0.001
Si 0.0038 0.0053 0.0144
Si 0.0056 -0.0121 0.0151
Si 0.0004 0.0044 -0.0076
Si 0.0025 0.0037 0.0008
Si 0.0019 -0.0022 0.0065
Si 0.0088 0.0013 -0.0022
Si 0.0122 -0.0028 0.0115
Si -0.002 0.0056 0.0153
Si 0.0007 -0.0049 0.0033
Si -0.015 0.0021 0.0104
Si -0.006 -0.0039 0.0018
Si -0.0107 0.0064 -0.025
Si 0.002 -0.0026 0.0068
Si 0.0014 -0.0006 0.0122
Si 0.012 0.001 -0.0022
O -0.0153 0.0011 -0.0192
O 0.0044 0.0106 0.0183
O -0.0005 0.0006 0.0031
O -0.0008 -0.01 0.0175
O 0.0024 -0.0049 0.0302
O -0.002 0.0065 0.0087
O 0.0057 -0.0098 0.0059
O 0.0042 -0.005 0.0297
O 0.0039 0.0059 0.0168
O -0.0019 -0.0036 0.0072
O 0.0017 -0.0039 0.0114
O -0.0019 0.0006 0.0183
O -0.0027 -0.0007 0.0011
O 0.005 0.0024 0.0075
O -0.0006 0.0068 0.0072
O -0.0015 -0.0006 0.0045
O -0.0065 -0.0021 0.0052
O 0.0025 -0.0081 0.0211
O 0.0016 0.0053 0.0083
O 0.0035 -0.0023 0.0061
O 0.004 0.0009 0.0066
O 0.0007 -0.0034 0.0308
O -0.0056 0.0084 0.0074
O -0.0077 0.0016 0.0095
O 0.0096 -0.0006 0.0254
O -0.003 -0.0032 0.0075
O -0.0074 0.0055 -0.0027
O -0.0028 -0.0005 0.0108
O -0.0003 -0.0022 0.0028
O -0.0006 -0.0029 0.005
O -0.0063 -0.0014 0.0093
O 0.0014 -0.0008 0.024
O 0.0024 -0.0019 -0.0013
O -0.0041 -0.006 -0.0113
O -0.0008 -0.0027 0.007
O 0.0015 0.002 0.0149
O 0.0003 0.0004 0.0045
O 0.0005 -0.0015 0.004
O -0.0055 -0.0068 0.0147
O -0.0073 0.0076 0.0289
O 0.0011 0.0004 0.0021
O -0.0017 -0.0007 0.0095
O 0.0043 0.0057 0.0002
O 0.001 0.0007 0.0099
O -0.0015 -0.0009 -0.0021
O 0.0042 0.0044 0.0032
O 0.007 -0.0017 0.0055
O -0.007 -0.003 0.0045
O 0.0066 0.0015 0.0118
O 0.0026 -0.0055 0.0111
O 0.0048 0.0048 0.0062
O -0.0019 -0.0038 0.004
O 0.0023 -0.002 0.0006
O 0.0011 -0.0054 0.0008
O 0.003 0.0037 0.0053
O 0 -0.0031 0.0058
O -0.0021 -0.0024 -0.0064
O 0.0036 0.0017 0.0016
O -0.0076 -0.0154 -0.0432
O 0.0012 0.0009 0.01
O -0.0016 -0.0024 -0.0034
O 0.0039 0.0006 0.0015
O -0.0106 0.0003 -0.0011
O 0.0025 0.0028 0.0056
O -0.0053 -0.001 0.0076
O 0.0001 0.0028 0.0162
O -0.0031 0.0041 0.0003
O 0.0016 0.001 0.0036
O -0.0027 -0.0003 0.0088
O -0.0004 0.0008 0.0028
O 0.0048 -0.0038 0.0241
O -0.0007 0.0013 -0.0003
O 0.0004 -0.0015 0.0025
O -0.0018 0.0009 0.0027
O -0.0026 -0.0011 0.0032
O 0.0018 -0.0044 0.0105
O -0.0106 0 0.0056
O 0.003 -0.0011 -0.0045
O 0.0007 -0.0007 0.0079
O -0.0024 -0.0038 -0.0073
O 0.0021 0.0089 0.0096
O -0.0004 -0.0013 0.0092
O -0.0012 0.0021 0.0065
O -0.0023 0.0032 -0.0049
O 0.0027 0.001 0.0061
O 0.0037 -0.0054 -0.0243
O 0.0047 0.0015 0.0056
O -0.0045 0.0028 0.0014
O -0.0043 -0.0006 -0.0068
O 0.0017 0.0105 -0.0242
O 0.0127 0.0056 -0.0107
O 0.0006 -0.0004 0.0022
O -0.0055 -0.0016 -0.0153
O -0.0013 0.0005 -0.0028
O -0.002 -0.0022 -0.0044
O -0.0005 0 -0.0013
O 0.0017 -0.0026 -0.0172
O 0.0011 -0.0031 0.0109
O -0.0037 -0.0016 0.0044
O -0.0071 -0.0015 0.0064
O -0.0009 -0.0024 0.0109
O -0.0003 -0.0001 0.0005
O 0.0021 0.0052 -0.0036
O 0.0024 -0.0035 0.0051
O 0.003 -0.0037 0.003
O 0.0013 -0.0021 0.0076
O 0.0026 0.0018 0.0014
O 0.0028 -0.0038 -0.0173
O 0 -0.0013 -0.0008
O 0.0002 0.0071 0.029
O -0.0011 -0.0042 0.0002
O -0.0007 -0.0046 -0.0142
O -0.0022 0.0197 -0.0271
O -0.0104 0.0023 0.0104
O 0.0044 -0.0025 0.0045
O -0.0008 -0.0001 0.0083
O -0.0018 -0.0008 0.0013
O -0.0003 0.0028 0.0094
O -0.0019 0.0064 -0.0015
O 0.0012 -0.0036 0.0031
O -0.0025 0.0007 0.0109
O 0.0176 -0.0015 -0.013
O -0.0003 0.001 0.0029
O 0.0014 0.001 0.0114
O -0.0027 -0.0034 0.0104
O 0.0015 -0.0039 0.0008
O -0.0006 0.0033 -0.0041
O 0.0053 0.0004 0.0097
O 0.0055 0.002 0.0049
O 0.0002 0.0015 0.0003
O -0.0017 0.0026 0.0098
O -0.0056 -0.0069 -0.0107
O -0.0036 0.0007 0.0015
O 0.0114 0.0017 -0.0069
O 0.0003 -0.0039 0.0016
O -0.0017 -0.0012 0.0045
O 0.0042 0.0039 0.0011
O 0.0036 0.0018 0.0044
O 0.0061 -0.0068 0.0125
O 0.0004 0.0034 0.0086
O -0.0044 0.002 0.0107
O 0.0045 0.0014 0.006
O 0.0005 0.0019 -0.0056
O 0.0024 -0.0027 0.0039
O 0.0002 -0.0001 0.0022
O 0.0003 -0.0024 0.0009
O -0.002 -0.0038 0.0089
O 0.0005 0.0001 0.0091
O -0.0036 -0.0028 0.0249
O 0.0035 0.001 0.0113
O -0.0047 -0.004 0.0058
O 0.0063 -0.0026 0.0085
O 0.003 0 0.0037
O 0.0017 0.0005 0.009

The program warned: the cutoff lies below the one the program advises for these potential files; the exchange-correlation potential is rough where the density is thin.
